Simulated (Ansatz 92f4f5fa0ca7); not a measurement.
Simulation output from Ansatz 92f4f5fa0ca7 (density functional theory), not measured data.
Periodic cell of 148 atoms, Si92O56, from a study of silicon, its oxide and their interface. The atomic structure is a simulated model.

Settings: functional r2SCAN; potential files Ansatz norm-conserving; basis plane waves; wave-function cutoff 1300 eV; density cutoff ratio 4; exchange-correlation grid ratio 1; k mesh 2 x 2 x 1, shifted by 0.5 0.5 0.5 of a step; self-consistency stop 5e-08 eV per atom in the density residual; occupations Fermi-Dirac, 0.05 eV; spin none; net charge 0.

Cell vectors (angstrom)
a  10.88  0  0
b  0  10.88  0
c  0  0  21.1491

Atoms: element, x, y, z (angstrom)
Si  0.2859  0.1692  -0.2921
Si  3.3364  2.1714  0.0323
Si  -0.0888  5.5172  0.2088
Si  2.8859  7.6045  0.167
Si  5.573  -0.0425  0.5389
Si  8.7875  2.2802  0.0138
Si  5.334  5.5706  -0.1359
Si  7.3565  8.5387  0.1408
Si  1.421  1.2725  1.3612
Si  4.3065  4.0112  1.477
Si  1.3547  6.6683  1.5452
Si  4.0749  9.3913  1.5094
Si  6.9713  1.495  1.5718
Si  9.5095  4.1372  1.3208
Si  6.6691  6.8542  1.4605
Si  9.4518  9.4776  1.114
Si  0.0177  2.6945  2.6334
Si  3.0027  -0.0736  2.7196
Si  -0.1881  8.0236  2.8114
Si  2.6214  4.9393  2.4744
Si  5.5798  2.6535  3.0502
Si  8.3582  -0.1588  2.8087
Si  5.2614  7.9699  3.0084
Si  8.013  5.1482  2.7918
Si  1.4072  3.793  4.0301
Si  4.1286  1.2465  4.1054
Si  1.5404  9.3594  3.9798
Si  3.824  6.5127  4.0885
Si  6.9188  3.9432  4.3
Si  9.6527  1.1752  4.3832
Si  7.127  9.3112  4.0862
Si  9.4424  6.5899  4.1667
Si  0.2237  -0.2416  5.3831
Si  2.5197  2.5189  5.598
Si  -0.0653  5.148  5.5513
Si  2.3402  7.8658  5.3545
Si  5.674  -0.0794  5.41
Si  8.3756  2.6403  5.4671
Si  5.2794  5.428  5.5422
Si  8.4959  8.2573  5.5955
Si  1.2728  1.169  6.9106
Si  3.9938  4.0601  6.769
Si  1.3002  6.7453  6.8861
Si  4.2025  9.2345  6.6341
Si  7.1016  1.1194  6.7455
Si  9.4502  3.9219  6.988
Si  6.791  6.8032  6.8416
Si  9.624  9.6553  6.9023
Si  -0.0184  2.6691  8.2741
Si  3  -0.1549  7.8734
Si  -0.0261  8.218  8.3759
Si  2.8471  5.6359  8.098
Si  5.4855  2.6431  8.2771
Si  7.9977  -0.1955  8.3436
Si  5.7767  8.2912  8.2209
Si  8.0093  5.5065  8.4266
Si  1.5157  4.1961  9.5641
Si  3.792  1.3896  9.4198
Si  1.1842  9.7901  9.6841
Si  4.0211  7.2715  9.2362
Si  6.5086  4.2964  9.5717
Si  9.275  1.3584  9.6332
Si  6.7018  9.6828  9.883
Si  9.438  6.7301  9.6766
Si  -0.7011  -0.1827  11.0099
Si  2.9428  2.851  10.8777
Si  -0.1263  5.4197  11.0044
Si  2.8621  8.665  10.8235
Si  5.0281  0.0219  10.8431
Si  8.2065  3.2883  10.692
Si  4.4067  5.5896  11.0746
Si  8.1945  8.2732  10.8594
Si  1.048  3.7366  16.3294
Si  1.782  6.8299  12.8083
Si  4.4598  12.8013  13.5491
Si  7.1506  14.4839  13.556
Si  7.3491  -0.5296  17.3727
Si  4.6582  9.1198  17.4941
Si  10.7545  10.9901  14.0217
Si  -3.1166  2.3266  18.0004
Si  2.729  7.226  18.4654
Si  -1.6042  13.3759  15.7016
Si  8.8793  8.819  15.2422
Si  7.3383  6.7974  13.5014
Si  16.2662  7.0614  15.6805
Si  2.3888  6.5181  15.6766
Si  9.9611  8.8962  17.6246
Si  1.9196  4.1877  19.1073
Si  6.8023  5.3425  18.1243
Si  12.5597  -0.3617  18.0902
Si  2.3082  12.1805  15.4514
Si  8.9217  6.9542  19.404
O  1.6378  0.0465  -1.4942
O  4.2293  -3.2225  -2.8579
O  2.8743  2.921  -1.3638
O  4.3725  0.9573  -0.5002
O  -1.3849  6.2781  -0.383
O  0.9217  4.7497  -0.9001
O  2.0996  7.4794  -4.2035
O  9.8833  12.1738  -6.3809
O  6.6742  -0.8715  -0.4265
O  8.1821  2.5814  -1.6137
O  10.0429  1.3634  -0.5018
O  4.0153  6.5664  -0.1753
O  5.8908  5.2527  -1.6802
O  7.0655  3.8259  -3.4823
O  7.731  8.0169  -1.3112
O  0.0042  0.2972  12.3906
O  -2.178  -0.9398  18.0582
O  3.2346  2.5712  12.3725
O  4.2199  3.989  10.6537
O  0.2458  6.1698  12.4196
O  1.7658  8.2076  12.0471
O  4.1628  9.6083  11.375
O  4.9764  11.9307  12.2951
O  3.8831  1.2006  14.9609
O  10.2012  9.6187  14.6997
O  9.7833  4.1036  11.3373
O  7.5639  3.0697  12.1654
O  6.0204  7.3368  14.2444
O  7.3708  7.1439  11.8714
O  9.2132  9.3147  11.6117
O  14.9144  6.2705  15.5248
O  1.8024  2.8418  15.2388
O  2.7983  5.4735  18.4959
O  8.5751  7.7458  14.0497
O  4.7308  8.4947  16.0011
O  6.1388  9.5228  17.9606
O  -0.4806  3.5807  15.9422
O  2.9757  16.6711  12.2024
O  10.1824  18.7776  18.9454
O  1.3497  5.3264  15.8955
O  -1.4382  -2.9304  16.4731
O  2.0672  7.287  14.3122
O  5.5968  3.04  13.9526
O  12.1813  11.123  14.6667
O  7.95  13.9715  15.0272
O  2.0177  7.806  19.7786
O  0.4577  -1.1241  17.4878
O  7.7822  -0.8975  15.747
O  -1.7115  12.7378  17.1812
O  -3.9795  11.851  17.6163
O  1.2436  3.5352  17.8046
O  6.2151  6.2502  16.8825
O  12.8496  11.7948  17.0239
O  7.3113  16.1365  13.7277
O  14.1737  -0.8602  17.7795
O  8.3007  -5.0437  18.5183

Results
free energy: -36810.456 eV
free energy less fixed offsets of O -463.61, Si -117.95 eV per atom: 3.104 eV
pressure: -1.35 GPa
stress xx, yy, zz, yz, xz, xy (GPa, positive in tension): 1.77, 0.91, 1.37, 0.75, -1.2, -0.48

Forces (eV/angstrom), in the order of the atoms: element, x, y, z
Si  0.6982  -0.3288  0.5112
Si  0.2363  0.1593  -0.2771
Si  2.0317  -0.1855  -1.3115
Si  -1.4274  2.1035  -1.0891
Si  -1.0034  1.6916  -2.6899
Si  -1.6479  0.644  -2.7711
Si  0.3171  0.3652  0.3371
Si  1.844  3.1108  -0.3348
Si  1.9563  -0.0697  0.3087
Si  1.9042  -2.5119  -2.1333
Si  -0.9531  0.1114  0.5569
Si  1.0239  -2.1617  -1.4441
Si  0.9472  -1.2526  0.0394
Si  -0.2562  -2.5449  1.0432
Si  -0.9064  -1.7831  0.5584
Si  0.6852  -0.6352  0.0649
Si  -0.958  -1.4992  0.5984
Si  -3.5229  0.7  0.306
Si  1.1391  0.6704  -1.1361
Si  -0.4658  2.4779  2.0302
Si  -0.4334  0.7502  -1.7068
Si  0.1715  1.7033  -0.678
Si  0.9975  0.4455  -0.5535
Si  0.7974  2.5658  -1.132
Si  -0.725  0.7177  1.1603
Si  0.4228  0.3684  2.2116
Si  -1.5701  0.9405  -1.2341
Si  -0.2852  -0.3578  -0.4469
Si  -1.6108  0.7796  1.1708
Si  0.549  0.0755  -3.3057
Si  -2.2298  -0.0004  0.3465
Si  0.2748  -0.2824  0.4642
Si  -0.2487  0.8527  1.1166
Si  1.835  0.5346  -1.1291
Si  0.8729  0.9995  -0.5883
Si  3.4879  0.276  0.1857
Si  -0.7629  -0.9982  -0.6865
Si  -0.7603  -0.4862  1.2764
Si  1.7123  -0.0389  -0.6757
Si  -2.0853  -2.595  -0.5245
Si  0.4275  -0.3399  0.3034
Si  0.2444  -1.4156  1.3704
Si  -2.5956  -0.6317  0.9802
Si  0.3866  0.0552  -0.4743
Si  -2.0244  1.8045  0.8287
Si  -0.1561  1.2648  0.5722
Si  1.5557  0.0614  -0.4682
Si  0.7083  -0.764  1.4715
Si  0.7835  -0.6152  1.0281
Si  -2.5265  0.8856  1.4483
Si  0.2359  -0.7362  -0.6076
Si  -0.2685  -1.4058  0.5423
Si  -0.3008  -0.1295  -1.571
Si  1.8644  1.3308  -0.5941
Si  -1.4105  0.4012  -0.018
Si  0.3757  -0.5297  -2.4195
Si  -1.556  0.3407  0.522
Si  1.8832  -1.4993  -1.2586
Si  0.5325  -0.0249  -1.119
Si  -0.5936  -0.9113  2.0367
Si  -0.2988  0.3353  0.7738
Si  -0.3995  1.2523  -0.3604
Si  0.1106  -0.7556  -0.8341
Si  0.6371  1.7999  -0.8994
Si  0.5572  -2.5241  1.0578
Si  0.548  2.4415  -1.1004
Si  -0.4311  -1.9716  0.072
Si  -0.7824  1.2672  0.2653
Si  -1.8361  1.9794  2.9652
Si  3.1807  0.5303  0.8998
Si  -1.7085  -0.4807  -0.1051
Si  -0.3124  -1.7226  1.6675
Si  -1.2211  3.3349  -5.2965
Si  -0.3224  -2.4488  -0.493
Si  -0.6685  0.897  -2.2768
Si  -0.993  0.4167  5.5923
Si  0.9351  0.0172  -2.4679
Si  -3.2107  -2.1128  1.1067
Si  -1.3007  1.0944  1.3468
Si  0.7194  0.7032  0.3732
Si  -0.3327  -3.774  -2.0097
Si  1.4738  -1.5611  -1.7145
Si  0.1309  1.2834  -2.7679
Si  0.9511  2.732  -1.8862
Si  -1.0981  -0.7498  1.3302
Si  1.473  -0.0892  0.661
Si  0.3554  1.2073  4.1572
Si  2.5972  0.0059  0.8284
Si  -0.2779  -0.4943  -0.8124
Si  4.9868  2.6954  -2.2732
Si  -1.9274  -1.4702  1.227
Si  0.6576  2.2826  2.1272
O  -3.2216  -0.1894  1.0383
O  2.2338  2.0943  0.5566
O  -1.3838  2.0377  -0.714
O  1.1474  -0.5131  2.2029
O  -0.1887  0.4518  -0.7412
O  -1.0661  0.0533  0.1084
O  -0.2814  0.4859  1.5952
O  -0.3003  0.0471  -1.0533
O  -1.0688  -0.8138  1.6828
O  -0.0062  -0.5418  2.5456
O  0.1962  -0.3428  -0.0535
O  1.2433  -1.088  -0.7832
O  -0.6442  0.5771  1.3394
O  0.2268  -2.4427  -0.7643
O  0.8562  -2.236  -1.4553
O  -0.548  -0.0716  1.3235
O  3.0192  -1.2489  0.695
O  -0.251  -0.8421  5.0575
O  -0.5835  0.8339  0.3696
O  2.263  0.0554  0.3291
O  2.1462  1.4509  -2.1366
O  -1.35  -1.1751  -0.2195
O  2.1339  -2.8603  -1.0094
O  -0.3934  1.0379  -2.0051
O  -0.8422  -0.1274  -0.8609
O  -2.0973  -0.4281  -1.197
O  0.2717  -1.2002  -0.0529
O  0.603  -0.1874  -0.1544
O  0.3915  1.0381  0.6093
O  1.1268  1.9812  -0.9628
O  -2.8434  -2.3939  -0.0236
O  1.5553  -1.2823  0.1303
O  -0.9524  0.6513  1.218
O  -1.145  -0.3698  0.9129
O  1.0468  2.3793  0.7789
O  -1.6206  -0.559  -0.0931
O  -0.555  1.139  -0.3788
O  0.9939  0.6884  -0.7292
O  -0.9108  0.0115  -1.6963
O  0.5854  -1.7738  -0.0254
O  -0.1095  -0.2421  -0.2638
O  -0.9741  -0.4354  -0.3806
O  0.3423  0.1224  -0.8467
O  3.2031  1.0317  -0.0283
O  -0.8932  0.4448  -2.5185
O  0.9243  0.3686  1.7371
O  -1.8898  -1.4116  -0.1748
O  -0.4591  -1.3078  0.6063
O  -2.4832  1.227  0.8359
O  -0.4198  2.1523  0.4437
O  0.5884  -0.7823  4.6021
O  0.5317  0.4665  -0.3601
O  -0.3912  0.4526  -0.239
O  0.1146  -3.3657  -0.3271
O  0.6904  -1.3061  0.5586
O  -0.3724  -0.3173  -1.1946
